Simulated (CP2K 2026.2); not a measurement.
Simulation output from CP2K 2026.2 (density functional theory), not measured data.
Periodic cell of 1182 atoms, Si850O332, from a study of silicon, its oxide and their interface. The atomic structure is a simulated model.
Doubt: the forces sum to 4.44 eV/angstrom along one axis rather than to zero, so they err by at least 0.0038 eV/angstrom per atom on average; the grid cutoff is modest.

Settings: functional PBE; method Gaussian and plane waves; basis set DZVP-MOLOPT-SR-GTH; pseudopotentials GTH-PBE; grid cutoff 350 Ry, relative cutoff 50 Ry; k points Gamma only; occupations fixed; spin none; net charge 0.

Cell vectors (angstrom)
a	16.4025	0	0
b	0	32.805	0
c	0	0	40.0995

Atoms and the computed forces on them: element, x, y, z (angstrom), force x, y, z (eV/angstrom)
Si	16.3887	0.2234	0.2151	0.2167	-0.0633	-0.0034
Si	3.006	3.0365	40.0093	0.102	-0.215	0.164
Si	16.2189	5.2262	0.0182	-0.1133	-0.0485	0.4848
Si	2.5661	8.3307	0.3928	0.0614	-0.0332	-0.1201
Si	0.419	10.5165	39.8691	0.0953	-0.2521	0.306
Si	2.7152	13.5166	40.0702	0.009	-0.0123	-0.0885
Si	16.2403	16.6656	39.9366	0.1882	-0.1882	0.204
Si	2.554	19.1854	39.7474	0.0083	0.0137	0.4929
Si	0.4487	21.5907	39.851	-0.0441	-0.1514	0.3981
Si	3.4324	24.2972	39.6337	-0.0342	0.421	0.5877
Si	16.2681	26.7655	39.6716	-0.3981	0.35	0.4376
Si	2.8834	29.9597	0.0201	0.1202	-0.0261	-0.2008
Si	5.754	32.7334	0.1655	-0.0058	-0.1233	-0.1083
Si	8.6681	2.9226	40.0366	-0.2634	0.147	0.2876
Si	4.7947	6.1993	39.9325	0.3174	0.0183	-0.1024
Si	8.369	8.3806	39.698	-0.2172	-0.02	0.3788
Si	4.9619	11.1924	0.4298	0.0696	-0.184	-0.0986
Si	7.6807	13.6312	40.0881	-0.0711	-0.2065	0.3536
Si	5.7618	16.0553	0.158	-0.0527	0.0137	0.1089
Si	8.3017	18.6566	0.1643	0.1462	0.1326	0.1638
Si	5.4956	21.8636	39.9007	-0.0249	-0.0338	0.2288
Si	8.2967	24.4343	40.0787	0.0276	0.0043	-0.3174
Si	5.1016	27.6605	40.0487	0.3079	-0.1872	0.01
Si	7.9795	30.4238	39.9686	0.1972	-0.0026	0.0467
Si	11.2552	32.7084	0.4457	-0.2211	-0.0857	0.4784
Si	13.3981	3.1255	0.0557	-0.3911	-0.1102	0.2594
Si	11.3013	5.3054	0.38	0.0157	0.1215	-0.0412
Si	14.2172	7.5447	0.0854	-0.1438	0.3228	-0.0413
Si	11.1868	10.8785	39.9387	-0.0996	0.3022	-0.0911
Si	13.7624	13.8483	39.9497	-0.0086	-0.0974	0.2652
Si	10.3417	16.4044	0.1565	0.1002	0.1235	0.1275
Si	13.7445	18.6863	39.7853	-0.2192	0.0618	0.0835
Si	10.574	22.2475	0.0755	-0.0388	-0.1839	-0.0984
Si	13.3499	24.8952	0.2001	-0.3573	-0.0781	-0.169
Si	11.1121	27.121	0.0608	0.13	-0.0296	0.067
Si	13.4807	30.4801	0.261	-0.0287	0.0401	0.2231
Si	1.6513	1.4832	1.2985	-0.1186	0.0752	-0.1262
Si	4.2699	4.345	1.367	-0.1788	0.1249	-0.1822
Si	1.3165	6.6474	1.4093	-0.1302	-0.0291	-0.4037
Si	3.9546	9.5905	1.7337	-0.1547	0.207	-0.1003
Si	1.2456	12.2433	1.2682	-0.1507	-0.0804	-0.263
Si	3.9838	15.0358	1.3426	0.1861	0.0426	-0.3551
Si	1.3433	17.8329	1.2203	0.0686	0.0069	-0.2684
Si	4.1695	20.3285	1.0989	0.004	0.044	-0.2939
Si	1.5611	23.2417	1.0832	0.3166	-0.3095	-0.161
Si	4.1144	25.9059	1.2392	0.0288	0.1101	-0.4534
Si	1.2443	28.5122	1.0426	0.2103	0.0681	-0.3533
Si	4.0612	31.5348	1.3714	0.0164	-0.0196	-0.0967
Si	7.023	1.5989	1.2586	0.0843	0.0004	-0.3053
Si	9.6718	4.2052	1.5861	0.1067	-0.0897	-0.0937
Si	6.8126	7.0731	0.9674	-0.1488	-0.0721	-0.1032
Si	9.9027	9.3784	1.179	-0.1907	-0.015	0.0528
Si	6.7345	12.2093	1.5711	-0.0489	-0.0024	-0.2284
Si	9.2976	14.8148	1.4841	-0.0905	0.1038	-0.4546
Si	6.8755	17.5215	1.6142	0.075	-0.0348	-0.331
Si	9.5123	20.4205	1.2652	-0.0271	0.1536	-0.3208
Si	6.8029	23.1621	1.3037	0.0957	0.073	-0.2743
Si	9.5153	25.95	1.3515	0.1535	-0.0805	-0.2442
Si	6.8808	28.6681	1.1608	-0.0397	0.1117	-0.2813
Si	9.5051	31.4532	1.4015	0.2093	0.1094	-0.5053
Si	12.3655	1.5898	1.5672	0.0727	-0.0403	-0.5488
Si	14.9933	4.0491	1.613	-0.0092	-0.0324	-0.5733
Si	12.6055	6.7607	1.6139	-0.0121	-0.1664	-0.2093
Si	15.1771	9.4641	1.1734	-0.0898	-0.1964	-0.2012
Si	12.3495	12.4122	1.196	0.0823	-0.0666	-0.0889
Si	15.088	15.1036	1.2743	0.0108	0.1557	-0.1608
Si	12.1953	17.6341	1.217	-0.1384	-0.1045	-0.3429
Si	14.9842	20.4449	0.9516	0.2152	-0.0021	-0.1182
Si	12.1792	23.2686	1.4424	0.0263	0.1497	-0.2438
Si	14.9354	26.0435	1.4321	0.1338	0.0347	-0.1532
Si	12.3381	28.6397	1.3795	0.0805	0.265	-0.3313
Si	15.1858	31.4972	1.5233	-0.1215	0.0871	-0.2126
Si	0.1462	2.7097	2.7467	-0.0978	-0.1242	0.1715
Si	2.8361	0.1043	2.7792	0.0299	-0.0311	-0.0985
Si	0.0208	8.1565	2.7473	-0.1022	-0.166	-0.0125
Si	2.799	5.4822	2.787	-0.1857	-0.1451	0.2777
Si	16.3497	13.6618	2.6409	0.0512	-0.0637	0.0426
Si	2.5937	11.049	2.8628	-0.0163	0.1021	0.3286
Si	16.3208	19.1662	2.5512	-0.1175	0.0944	-0.0188
Si	2.6697	16.4501	2.6562	-0.0484	0.0509	-0.053
Si	0.0252	24.5429	2.5587	0.2223	-0.0843	-0.2477
Si	2.8051	21.7786	2.5687	0.1309	0.2377	-0.4036
Si	0.0975	29.956	2.665	0.0224	0.0266	-0.1528
Si	2.629	27.2447	2.5558	0.1437	-0.0796	0.0224
Si	5.6471	2.9214	2.6639	-0.0804	-0.0786	0.0756
Si	8.2016	0.1034	2.7072	-0.0253	-0.0879	0.3074
Si	5.5734	8.2478	2.7053	-0.0438	-0.2211	0.1437
Si	8.1603	5.67	2.5946	-0.219	0.0594	-0.0577
Si	5.3726	13.6928	2.8222	-0.1278	-0.108	0.1095
Si	8.3704	10.8222	2.6276	-0.0357	-0.1069	-0.1721
Si	5.4269	19.0253	2.6656	-0.0388	0.1657	-0.0511
Si	8.1893	16.2347	2.9717	-0.0762	-0.144	0.2018
Si	5.4596	24.56	2.6533	0.0678	0.1051	0.0248
Si	8.1456	21.7745	2.679	0.1848	0.1203	-0.0413
Si	5.4819	30.0572	2.5959	0.144	0.0235	0.3027
Si	8.1596	27.3242	2.6582	-0.0124	0.2113	-0.0251
Si	10.958	2.8243	2.9484	0.0189	-0.1533	0.2151
Si	13.7473	0.0825	2.8118	0.0077	0.0771	0.4641
Si	11.1389	8.1871	2.7551	-0.1146	-0.0284	0.1361
Si	13.789	5.4248	3.0394	-0.0532	-0.1428	0.1979
Si	10.937	13.6196	2.6689	0.0382	0.0139	0.1096
Si	13.7497	10.9445	2.5364	-0.0238	-0.0928	-0.1666
Si	10.9305	19.0906	2.6394	0.1046	0.0428	-0.1218
Si	13.63	16.3805	2.6382	0.056	0.1447	0.0567
Si	10.8391	24.6079	2.8023	0.0629	0.0831	0.052
Si	13.6698	21.7929	2.526	0.1201	0.0005	-0.1176
Si	10.9138	30.0355	2.7027	0.023	0.1012	0.2615
Si	13.6741	27.3876	2.8408	-0.0174	0.0809	-0.0754
Si	1.4331	4.1117	4.1607	0.0818	0.0261	-0.1337
Si	4.2407	1.4822	4.0555	0.0423	0.0374	0.0357
Si	1.3264	9.5604	4.1604	-0.0187	0.0919	-0.0878
Si	4.1683	6.8896	4.1044	0.1682	-0.0915	-0.1084
Si	1.3307	15.0391	4.019	0.0359	-0.0628	-0.0575
Si	4.032	12.3406	4.2124	0.0167	0.0867	-0.1821
Si	1.3415	20.4942	3.9555	-0.0413	-0.0335	-0.1149
Si	4.0402	17.7467	4.0706	0.016	0.0393	0.0155
Si	1.3423	25.8918	4.0061	-0.0675	0.0956	-0.0605
Si	4.1086	23.173	4.0109	-0.0847	-0.0919	-0.0929
Si	1.434	31.4257	4.0193	0.0181	0.0115	0.1112
Si	4.0648	28.6521	3.9608	0.0899	0.0816	-0.2963
Si	6.9248	4.2607	4.0895	-0.0161	-0.033	-0.0071
Si	9.5778	1.3738	4.1839	0.0124	-0.0607	-0.1495
Si	6.931	9.592	4.0806	0.102	-0.0757	-0.0396
Si	9.6077	6.8952	4.0544	0.0667	0.0463	-0.0766
Si	6.7484	14.9613	4.2607	-0.0285	0.0999	-0.0639
Si	9.6122	12.2413	4.0578	0.1066	-0.0214	0.025
Si	6.7778	20.428	4.0431	-0.01	0.016	-0.0069
Si	9.6027	17.7429	4.0952	0.0257	-0.0639	0.0261
Si	6.8073	25.9474	4.0279	0.0273	-0.1055	-0.0188
Si	9.4913	23.1681	4.0896	0.0391	0.0241	-0.068
Si	6.8284	31.4618	4.046	-0.1157	-0.0335	-0.2412
Si	9.5301	28.671	4.0751	0.1024	0.0981	-0.1604
Si	12.3403	4.1134	4.3178	0.0215	0.0484	-0.0534
Si	15.1541	1.3971	4.193	0.0131	-0.1828	-0.3277
Si	12.4286	9.6403	4.0637	-0.0722	-0.0221	-0.0588
Si	15.1289	6.8709	4.2593	-0.0225	0.1149	-0.0849
Si	12.2858	15.0192	4.0403	0.0693	-0.0621	-0.043
Si	15.0316	12.2833	4.0288	-0.0066	0.0533	-0.0154
Si	12.3184	20.4758	3.9837	-0.0615	-0.0843	-0.0002
Si	14.9974	17.7849	3.997	0.0295	-0.0286	-0.1341
Si	12.2749	25.9705	4.1209	-0.0797	-0.0604	-0.013
Si	15.0459	23.1668	3.9258	-0.046	0.024	0.0005
Si	12.3008	31.4519	4.1068	0.0011	-0.0133	-0.2443
Si	15.0921	28.7418	4.1259	-0.1423	-0.0541	0.064
Si	16.3696	32.7706	16.3893	0.0186	0.0071	-0.0001
Si	2.7083	2.7104	16.374	0.0073	0.024	-0.0068
Si	16.4011	5.4694	16.3738	-0.0116	-0.0003	-0.0114
Si	2.7456	8.2086	16.3595	0.0073	-0.0161	-0.0028
Si	0.0128	10.9649	16.3758	-0.0148	0.018	0.0037
Si	2.7431	13.698	16.3837	0.0075	0.0182	0.0012
Si	0.0269	16.4372	16.3688	-0.0024	-0.0158	0.0006
Si	2.7502	19.1657	16.3775	-0.0189	-0.0058	0.0015
Si	0.0212	21.8734	16.4013	0.0092	-0.0259	0.0077
Si	2.7233	24.5838	16.407	0.029	-0.0017	0.0086
Si	16.3753	27.3151	16.4111	-0.0116	0.0161	0.0034
Si	2.7006	30.0355	16.4103	0.0126	0.0035	-0.0029
Si	5.4402	32.7766	16.3997	-0.0205	0.0262	-0.0038
Si	8.1775	2.7068	16.3945	-0.0057	0.0232	0.0014
Si	5.4558	5.4577	16.3554	0.0034	0.0144	-0.0129
Si	8.2026	8.2153	16.351	0.0076	0.0028	-0.0016
Si	5.4847	10.96	16.3643	-0.0084	-0.0135	-0.0048
Si	8.2278	13.6999	16.3696	0.0095	-0.0393	-0.0019
Si	5.4735	16.434	16.3787	0.0088	0.0151	-0.0026
Si	8.2128	19.1675	16.3806	0.01	0.0015	-0.0043
Si	5.4754	21.8874	16.3859	0.0005	-0.0212	0.0051
Si	8.1978	24.6071	16.3997	-0.0214	-0.0039	0.0039
Si	5.4433	27.3042	16.4161	0.0174	0.0084	0.0067
Si	8.1746	30.0298	16.4033	0.0048	0.0143	0
Si	10.902	32.7624	16.3921	0.0039	0.0252	-0.0055
Si	13.6484	2.7115	16.3742	0.0112	0.0033	-0.0059
Si	10.9312	5.4729	16.3807	-0.0069	-0.0054	-0.0021
Si	13.6791	8.2238	16.3818	-0.0055	-0.0061	-0.001
Si	10.9489	10.963	16.3514	0.009	-0.0029	-0.0027
Si	13.6952	13.7091	16.3537	-0.0217	-0.0002	-0.0064
Si	10.9693	16.4373	16.3815	0.0054	-0.035	0.0027
Si	13.7068	19.1646	16.3961	-0.0057	-0.0349	0.0066
Si	10.9505	21.8916	16.3923	-0.0128	0.0024	0.0006
Si	13.6692	24.6082	16.4017	-0.033	0.0097	-0.0025
Si	10.9163	27.3164	16.3999	-0.0084	0.0117	0.0016
Si	13.6321	30.0354	16.3967	0.0042	0.0382	0.0015
Si	1.3272	1.3504	17.7416	-0.0075	-0.0018	0.0009
Si	4.0803	4.0919	17.7142	-0.003	-0.022	-0.0103
Si	1.3809	6.8414	17.725	0.0044	0.0189	0.0195
Si	4.1192	9.5775	17.7119	0.016	0.0328	0.0135
Si	1.3755	12.3299	17.7509	-0.0154	-0.0318	0.0181
Si	4.1111	15.0659	17.7495	-0.0201	-0.0274	0.0105
Si	1.3947	17.7948	17.7412	0.0127	0.0089	-0.0071
Si	4.1051	20.5325	17.7544	0.0432	0.0005	-0.0122
Si	1.383	23.213	17.7977	-0.0255	0.0294	0.006
Si	4.0702	25.9425	17.7945	-0.024	-0.0244	-0.0165
Si	1.3235	28.6796	17.7916	0.0245	0.0235	-0.0079
Si	4.0607	31.4156	17.7668	-0.0018	-0.0072	-0.0074
Si	6.799	1.3418	17.7724	0.0029	-0.024	0.0295
Si	9.5442	4.1033	17.7309	0.0335	0.0191	0.0152
Si	6.8209	6.8454	17.6941	-0.0262	-0.0479	-0.0016
Si	9.5699	9.596	17.6996	-0.006	-0.0128	0.0092
Si	6.8596	12.3264	17.7234	0.0159	0.0226	0.0058
Si	9.6089	15.0574	17.7342	-0.0032	0.0399	0.0104
Si	6.8347	17.8108	17.7404	-0.0044	-0.0472	0.0023
Si	9.5867	20.5253	17.7533	-0.0261	-0.0107	-0.0151
Si	6.8316	23.247	17.7697	0.0223	0.0254	-0.0262
Si	9.5564	25.9632	17.7876	0.0218	0.0209	-0.0093
Si	6.8098	28.6668	17.7862	-0.0097	0.0014	-0.0132
Si	9.5319	31.3976	17.775	-0.0082	0.0003	-0.0065
Si	12.2679	1.3428	17.7345	0.0013	0.0014	-0.0088
Si	15.0097	4.1041	17.7192	-0.0009	-0.0188	-0.0091
Si	12.2947	6.8611	17.7381	0.0222	0.0151	0.0068
Si	15.0464	9.6042	17.7437	0.0053	-0.0261	0.0125
Si	12.3296	12.3334	17.6964	0.0083	0.0225	-0.0179
Si	15.0678	15.0656	17.7231	-0.0001	-0.0072	-0.0098
Si	12.352	17.7886	17.7558	0.0077	0.0386	-0.0089
Si	15.0823	20.5085	17.7866	0.0058	0.032	0.0072
Si	12.3168	23.247	17.7772	0.0003	-0.0197	-0.0032
Si	15.0142	25.9631	17.8021	0.0181	-0.0188	0.0074
Si	12.2679	28.6758	17.7834	-0.0053	-0.0213	0.002
Si	14.9918	31.4072	17.759	-0.0383	-0.0266	-0.0106
Si	16.363	2.7417	19.0873	-0.0282	0.0217	-0.0043
Si	2.6664	32.7769	19.1203	0.0586	0.0158	0.016
Si	0.0271	8.2255	19.0816	-0.0189	0.0059	-0.0157
Si	2.7452	5.4682	19.0898	0.025	-0.0436	0.0184
Si	0.0063	13.7104	19.1144	-0.0233	0.0642	0.0038
Si	2.7608	10.9401	19.0766	0.0266	-0.0288	-0.0221
Si	0.0693	19.1413	19.1559	-0.0095	-0.0533	0.0044
Si	2.7462	16.4382	19.1205	0.002	0.0193	-0.0017
Si	16.3962	24.5754	19.1446	0.0399	-0.0173	-0.063
Si	2.763	21.8542	19.188	0.0104	-0.0359	0.0308
Si	16.3321	30.0406	19.1525	0.0155	0.0247	0.0204
Si	2.6796	27.2979	19.1594	0.0166	0.0095	0.0006
Si	5.4097	2.731	19.1074	-0.0794	0.0986	-0.0027
Si	8.1525	32.7568	19.1436	0.0183	-0.0063	-0.0031
Si	5.4789	8.2067	19.0764	0.0052	-0.0039	0.004
Si	8.1699	5.494	19.0677	-0.0528	0.0306	-0.0162
Si	5.4992	13.6931	19.0862	0.0033	-0.0138	-0.0256
Si	8.218	10.9473	19.0835	-0.0014	0.0245	0.0082
Si	5.4651	19.1762	19.1187	-0.0243	0.0392	-0.014
Si	8.2297	16.4403	19.0641	-0.0182	0.002	-0.0185
Si	5.4352	24.5656	19.1616	0.0348	-0.006	0.0388
Si	8.2219	21.895	19.1226	0.0139	-0.0362	-0.0075
Si	5.4226	30.0401	19.129	0.0148	0.0228	-0.0118
Si	8.1658	27.2971	19.1753	0.0163	0.0272	0.0205
Si	10.8972	2.7186	19.0855	0.0148	-0.0117	-0.0125
Si	13.6135	32.7766	19.1105	0.0087	0.0115	-0.0215
Si	10.9302	8.2606	19.0818	-0.0067	-0.0295	0.0163
Si	13.6494	5.4717	19.0888	0.0187	-0.0184	-0.008
Si	10.9938	13.6821	19.086	0.0564	-0.0863	-0.0014
Si	13.6814	11.0021	19.0915	-0.0734	0.045	0.0184
Si	10.9865	19.1706	19.0992	0.0056	-0.0405	-0.0002
Si	13.74	16.4249	19.1171	-0.0102	-0.0473	0.018
Si	10.9473	24.612	19.151	-0.0152	-0.0139	0.0175
Si	13.7107	21.889	19.1349	-0.0585	-0.008	-0.0153
Si	10.878	30.019	19.1565	0.0062	0.0309	0.0094
Si	13.6324	27.3294	19.1807	-0.0388	0.0502	-0.0067
Si	1.3455	4.1124	20.4344	-0.0156	0.0367	0.0152
Si	4.0174	1.3641	20.4709	0.036	-0.0987	-0.0027
Si	1.411	9.576	20.4563	-0.0122	0.01	0.042
Si	4.1232	6.8412	20.4518	-0.0368	0.0673	0.0453
Si	1.3697	15.0799	20.4826	0.0019	-0.0762	0.0234
Si	4.1452	12.2934	20.4239	-0.0195	0.0278	-0.0002
Si	1.4511	20.4491	20.5779	-0.0198	0.0411	0.0723
Si	4.1043	17.8132	20.4921	0.0191	-0.0767	0.0249
Si	1.3217	25.9208	20.5432	-0.0355	-0.0419	0.0371
Si	4.1138	23.2044	20.5996	0.0337	0.0575	0.0503
Si	1.2668	31.443	20.5032	-0.0276	-0.0523	-0.0036
Si	4.0405	28.691	20.49	-0.0033	0.0437	-0.0098
Si	6.7812	4.1416	20.4261	0.0924	-0.0807	-0.0033
Si	9.5289	1.3559	20.4574	-0.0097	0.0368	0.0451
Si	6.8472	9.5704	20.4426	-0.043	-0.011	0.0395
Si	9.5201	6.9024	20.408	0.04	-0.0302	-0.0021
Si	6.8696	15.0809	20.4259	0.0381	0.0008	-0.0224
Si	9.612	12.3096	20.4274	-0.0184	0.0374	0.0269
Si	6.8304	20.5529	20.4722	0.0327	-0.028	0.0353
Si	9.6035	17.7987	20.4173	-0.009	0.0109	-0.0428
Si	6.7871	25.9205	20.5366	-0.0257	-0.0338	0.0026
Si	9.6042	23.2285	20.5099	0.0092	0.035	0.0127
Si	6.7797	31.3789	20.5275	-0.1006	0.008	0.0554
Si	9.5133	28.6655	20.5687	0.0077	-0.052	0.0524
Si	12.2456	4.1102	20.4378	0.0172	0.0087	0.0018
Si	14.9575	1.3927	20.4341	0.0041	-0.0212	0.0377
Si	12.2785	9.6688	20.4434	0.0867	0.0051	-0.0186
Si	15.045	6.8531	20.4115	-0.0146	0.0076	-0.0058
Si	12.3903	15.0238	20.4551	-0.0259	0.0996	-0.0009
Si	15.0339	12.3626	20.4923	-0.0095	-0.0892	0.0334
Si	12.3612	20.5152	20.4866	0.0433	0.0435	-0.0059
Si	15.1205	17.7621	20.5165	0.0182	0.0538	0.0436
Si	12.292	25.9567	20.5709	-0.0447	0.0124	0.067
Si	15.0704	23.2196	20.5413	0.042	0.0194	0.0603
Si	12.2501	31.4046	20.4877	0.0056	-0.0063	0.0214
Si	14.981	28.6905	20.5744	-0.0044	0.0412	0.059
Si	16.2965	0.0661	21.8402	-0.0903	0.0586	0.0119
Si	2.6292	2.7167	21.8374	-0.101	0.0304	-0.0181
Si	0.0167	5.5168	21.7963	0.0532	-0.0902	0.0365
Si	2.7448	8.1724	21.8418	0.1654	-0.0375	0.0412
Si	0.0607	10.9922	21.7764	-0.0346	-0.0163	0.0286
Si	2.7947	13.6922	21.7359	-0.0758	0.0542	0.0365
Si	0.0621	16.4158	21.9649	-0.0219	-0.0276	0.0051
Si	2.7975	19.0702	22.0314	0.0355	0.0287	0.0379
Si	0.0515	21.8211	21.8909	-0.0234	-0.0083	0.1317
Si	2.6948	24.575	21.9389	-0.052	-0.024	0.1091
Si	16.3071	27.2344	21.926	0.1313	0.0801	-0.0053
Si	2.6057	30.019	21.8271	0.072	0.0581	0.1611
Si	5.3762	32.7893	21.8263	-0.0149	0.0259	0.2615
Si	8.1142	2.737	21.7577	-0.0778	0.049	0.2091
Si	5.5197	5.5425	21.8503	-0.0208	0.0536	0.0115
Si	8.2437	8.2823	21.8569	-0.0154	0.0015	-0.0176
Si	5.4612	10.8973	21.8065	0.121	-0.0229	0.0786
Si	8.2446	13.6939	21.7365	0.0533	-0.0679	0.0801
Si	5.5476	16.4866	21.7799	-0.093	0.0808	0.0411
Si	8.2697	19.2155	21.7471	-0.0476	-0.0048	0.1224
Si	5.5073	21.8232	21.9871	0.0193	-0.0019	-0.002
Si	8.1617	24.5124	21.8774	0.0626	0.1437	0.0365
Si	5.3844	27.3154	21.8585	0.0503	-0.0721	0.0423
Si	8.1017	29.9935	21.9584	0.029	-0.0328	-0.0873
Si	10.8705	32.771	21.8255	0.0642	-0.0051	-0.0123
Si	13.5916	2.7455	21.8139	0.0831	-0.0536	0.0636
Si	10.8364	5.498	21.7309	-0.0828	0.0988	0.0184
Si	13.6819	8.2742	21.6945	-0.0193	0.0667	0.036
Si	10.9283	10.9989	21.9013	0.0004	0.0659	0.0159
Si	13.715	13.7218	21.9505	-0.0154	-0.0111	0.0262
Si	10.9641	16.3878	21.7161	0.0929	-0.0691	0.0943
Si	13.7461	19.1487	21.8338	0.027	-0.0394	0.1034
Si	11.0545	21.9195	21.863	-0.0976	-0.0644	0.1458
Si	13.7343	24.6201	21.9191	-0.0587	-0.2062	-0.0473
Si	10.8736	27.2835	21.9634	0.0434	0.0495	0.1816
Si	13.6086	30.1079	21.931	-0.098	-0.0842	0.1963
Si	1.1279	1.4834	23.2735	0.0394	0.0711	0.0455
Si	4.0825	4.1055	23.0446	0.1592	0.0247	-0.1138
Si	1.4098	6.7929	23.2525	-0.1131	0.1255	0.1007
Si	4.1445	9.4915	23.2282	-0.2263	-0.0141	0.1027
Si	1.4576	12.3572	23.1345	0.0038	0.0638	-0.0379
Si	4.1759	15.0705	23.0493	-0.1311	0.0225	-0.195
Si	1.4549	17.6607	23.4616	-0.0436	0.0295	0.1189
Si	4.2487	20.3862	23.4156	0.0066	-0.0457	-0.0058
Si	1.3841	23.1392	23.3364	0.1358	-0.1109	-0.1518
Si	3.9796	26.0563	23.279	-0.0853	0.0862	-0.1308
Si	1.2478	28.6321	23.2248	0.1798	-0.186	-0.1798
Si	3.8859	31.4711	23.17	0.0502	0.0292	-0.3141
Si	6.7826	1.3685	23.1935	0.0765	-0.0456	-0.3278
Si	9.4132	4.1791	23.1115	-0.142	-0.1108	-0.0709
Si	6.9428	6.9245	23.2627	-0.1305	0.0074	0.1707
Si	9.5622	9.6464	23.3151	-0.1466	0.0996	0.1762
Si	6.9259	12.264	23.0583	-0.046	0.022	-0.1728
Si	9.6303	15.0318	23.1079	0.0211	0.0133	-0.0202
Si	6.9449	17.8689	23.128	-0.0133	0.1428	-0.1099
Si	9.6189	20.5666	23.1454	-0.0854	0.1564	-0.1121
Si	6.8586	23.2168	23.371	0.1826	-0.1884	0.0678
Si	9.4542	25.8475	23.3087	0.0361	-0.1883	-0.2115
Si	6.7133	28.5714	23.3304	0.0159	-0.0922	-0.1058
Si	9.4932	31.4342	23.2105	0.0804	-0.0216	-0.0747
Si	12.1936	1.3743	23.1853	0.1866	-0.1238	-0.0488
Si	14.9919	4.1759	23.0971	0.0001	-0.0487	-0.149
Si	12.1847	6.9827	22.95	-0.0015	0.0509	-0.2076
Si	15.1033	9.5756	23.0738	0.0382	-0.0752	-0.0701
Si	12.2612	12.3947	23.2966	-0.1423	0.1568	0.0865
Si	15.1351	15.0487	23.3802	-0.1343	0.1713	0.1614
Si	12.3353	17.7214	23.06	0.0093	-0.0103	-0.1679
Si	15.151	20.4197	23.2927	0.0213	-0.0055	-0.1971
Si	12.4563	23.2354	23.2998	0.1477	-0.0071	-0.2346
Si	15.0134	25.9044	23.4314	0.0846	-0.0708	0.0004
Si	12.2588	28.6903	23.3359	0.1987	0.0301	-0.2632
Si	14.9211	31.6148	23.284	-0.1109	0.056	-0.0878
Si	16.1604	2.9193	24.7099	0.1277	-0.0541	0.1862
Si	2.473	0.0627	24.5597	0.1646	-0.1555	0.2932
Si	0.0183	8.2412	24.5667	0.0259	0.0108	0.2795
Si	2.8254	5.3127	24.5321	-0.1607	-0.0003	0.1809
Si	0.312	13.7409	24.6836	0.0348	-0.0838	0.309
Si	2.7228	10.9241	24.5008	-0.0646	-0.1022	0.3453
Si	16.3968	19.04	24.8183	-0.2024	0.0337	0.2575
Si	3.0281	16.2634	24.7053	0.0453	0.1339	0.2678
Si	0.0109	24.4457	24.7724	0.1247	-0.1897	0.1659
Si	2.7793	21.6996	24.7034	-0.0928	0.2069	0.1405
Si	16.3042	30.0974	24.4126	0.1008	0.0458	0.0429
Si	2.5672	27.3378	24.7701	0.1359	-0.088	0.1414
Si	5.3672	2.8007	24.4447	-0.0294	-0.1388	0.3267
Si	8.186	32.8024	24.5765	-0.0997	0.0582	0.1999
Si	5.5907	8.2422	24.6968	-0.0167	0.1944	0.2038
Si	8.2048	5.5155	24.6989	0.0811	-0.0501	0.1926
Si	5.5471	13.6742	24.2489	0.0059	0.1018	0.2354
Si	8.157	11.0953	24.6793	-0.1339	0.0946	0.2991
Si	5.8174	19.1288	24.786	-0.0738	-0.0971	0.2315
Si	8.2953	16.466	24.3752	-0.1321	0.0449	0.269
Si	5.3314	24.6324	24.5311	0.1807	-0.1836	0.0948
Si	8.4214	21.8723	24.7436	0.1473	-0.0386	0.1434
Si	5.2278	30.0191	24.4548	0.0675	0.0867	0.2122
Si	8	27.072	24.7567	0.0705	-0.1957	0.3104
Si	10.7674	2.7747	24.374	-0.1759	-0.0893	0.2041
Si	13.5222	0.197	24.7799	0.029	-0.0185	0.0498
Si	10.9751	8.2059	24.5547	0.0616	0.0454	0.1611
Si	13.5394	5.619	24.1767	0.0992	0.0593	0.2392
Si	10.8151	13.7997	24.7389	-0.2058	0.1379	0.3225
Si	13.7683	10.9781	24.3912	-0.0912	0.0206	0.3416
Si	10.9603	19.0955	24.3321	-0.0902	-0.0336	0.2101
Si	13.5555	16.4569	24.5948	-0.1904	0.003	0.1476
Si	10.988	24.5255	24.5883	-0.0005	-0.029	0.1753
Si	13.841	21.8021	24.6722	0.2488	0.1513	0.3328
Si	10.7947	30.0813	24.6043	0.0791	-0.1476	0.0778
Si	13.645	27.3049	24.791	-0.1083	0.0732	0.1674
Si	1.4147	4.0478	26.0025	-0.1763	0.0592	-0.1962
Si	4.188	1.1773	25.7152	0.0915	-0.1442	-0.1112
Si	1.02	9.9578	25.9666	-0.2355	0.1252	-0.24
Si	4.167	6.7234	25.8555	-0.0857	0.1428	-0.0342
Si	2.1879	14.5975	26.2173	0.1417	0.0253	-0.0641
Si	4.242	12.3293	25.6122	-0.0754	-0.0478	0.2843
Si	1.3285	20.4957	26.1556	0.0141	-0.0716	-0.0653
Si	4.8038	17.3234	25.9505	0.1704	-0.195	-0.1691
Si	1.6348	25.5079	26.0901	-0.1048	0.1198	-0.0017
Si	3.9475	23.3513	25.8888	-0.124	-0.183	-0.0206
Si	1.3539	31.2121	25.8528	-0.0991	-0.0178	0.1591
Si	3.6733	29.0873	25.9702	-0.1183	-0.0258	0.0633
Si	6.8552	3.901	25.9039	0.1904	-0.104	-0.0773
Si	9.2548	1.708	25.8655	0.2751	-0.174	0.2083
Si	6.4791	10.127	26.0702	0.0299	0.0726	-0.2153
Si	10.06	6.4832	25.939	0.1388	-0.1654	0.3951
Si	6.8583	15.0782	25.5717	-0.0692	0.1395	0.2414
Si	8.9889	12.8946	26.1066	0.1094	-0.016	-0.0432
Si	7.4865	20.3076	26.2398	0.1242	-0.2249	-0.6118
Si	9.588	17.8635	25.7753	0.0214	0.0486	-0.1246
Si	6.5938	25.5338	26.2749	-0.1159	0.1171	-0.5287
Si	10.2595	22.769	26.0726	-0.1126	0.148	-0.2776
Si	6.4171	31.6321	25.6163	0.0657	-0.1773	-0.0338
Si	9.6026	28.4162	25.7902	0.0799	0.0143	0.0966
Si	12.145	4.2753	25.4315	0.0403	0.041	0.3768
Si	14.3773	2.0777	26.1498	-0.1121	0.0397	0.2361
Si	12.6576	9.3948	25.7319	0.0656	0.1812	0.3983
Si	14.658	7.063	25.6242	-0.0529	0.1434	0.2011
Si	11.8129	15.5792	26.0204	-0.1343	0.1414	-0.3927
Si	15.3118	12.1873	25.7065	-0.0684	0.0384	0.0793
Si	12.3387	20.3472	25.687	0.0914	0.0188	0.1101
Si	14.4932	18.0503	26.0288	-0.1077	0.1014	-0.1749
Si	11.8699	26.2384	25.9599	0.1665	-0.1299	0.1927
Si	15.5117	22.7581	26.2277	-0.1936	0.1935	-0.2563
Si	12.3745	31.2636	25.9317	0.03	0.0754	0.3162
Si	14.7896	29.0882	25.8606	0.1087	-0.1056	0.2793
Si	15.9343	0.0467	32.0793	-0.0184	-0.0891	0.1106
Si	2.9383	2.3634	28.1411	0.0247	-0.2244	0.2352
Si	0.156	5.311	34.0104	-0.1022	-0.0961	-0.0973
Si	4.9734	4.7667	28.2529	0.1607	0.0708	0.0714
Si	12.1921	10.8869	28.5497	0.1421	-0.2959	0.1956
Si	4.753	9.916	29.6314	-0.0964	0.0774	0.3455
Si	1.7752	16.0985	29.1321	0.0503	-0.1242	0.1738
Si	15.1133	20.2179	29.6268	-0.0385	-0.0279	0.3943
Si	13.9015	22.6521	28.678	0.1673	-0.0192	0.3873
Si	8.7783	24.4682	34.3767	0.045	0.1245	-0.2305
Si	15.8646	30.6365	28.1197	0.0819	-0.179	0.0708
Si	8.6653	1.5203	28.6695	0.0739	-0.1875	0.3299
Si	13.8665	3.7077	34.582	-0.0476	0.0862	-0.1802
Si	2.87	8.6024	27.7164	-0.07	-0.0171	0.1447
Si	9.5187	7.1207	29.0047	0.1591	-0.1056	0.3318
Si	7.5681	9.581	29.0816	-0.0309	0.0526	0.3443
Si	9.5666	11.8388	29.1442	-0.0272	-0.141	0.2566
Si	3.1881	18.8022	28.2816	-0.1211	0.0948	-0.1053
Si	6.3421	22.8715	27.7645	-0.1247	0.0702	-0.1995
Si	2.5968	23.4115	30.8604	-0.07	0.0036	0.1907
Si	4.7091	27.2887	28.2886	0.1556	0.2013	0.0679
Si	15.7743	31.492	34.7326	-0.0027	-0.064	-0.2494
Si	16.1345	5.6506	27.872	-0.2717	0.0922	0.2458
Si	12.1759	3.9824	30.2694	0.0017	0.1022	0.2606
Si	14.6227	3.1703	28.9146	-0.2856	-0.0574	0.2934
Si	13.5491	11.2119	31.0973	-0.0365	-0.0429	0.1644
Si	13.8647	21.8521	31.5337	-0.0903	-0.0322	0.1738
Si	8.2	26.1184	31.8276	0.0771	0.0255	0.1924
Si	11.4065	24.3348	28.2538	-0.1379	0.2278	0.1344
Si	8.8062	29.4217	28.5573	0.0603	0.0972	0.3655
Si	12.5545	1.2203	36.0329	-0.0741	0.0388	-0.2717
Si	0.9265	30.3763	30.8222	0.0273	0.0627	0.2476
Si	5.3467	4.9986	31.359	-0.1315	-0.0562	0.3877
Si	5.529	10.0116	33.6223	0.0066	0.0397	-0.0458
Si	0.9423	10.3968	33.7518	-0.0288	0.0466	-0.0441
Si	1.4628	6.9193	29.8246	-0.0767	0.0563	0.506
Si	2.3184	13.8924	31.3338	0.0293	0.0149	0.0498
Si	13.8748	15.122	30.457	-0.0762	0.0227	0.3583
Si	9.0397	19.8361	33.4447	0.0542	0.0547	0.0463
Si	1.7383	16.8861	34.165	-0.1399	0.0658	-0.2439
Si	4.7386	20.3379	33.4719	-0.1659	0.0983	-0.086
Si	3.2654	31.7169	32.1659	0.0465	-0.1798	0.0104
Si	2.1194	1.5032	31.0481	-0.0508	-0.1237	0.3053
Si	7.0731	31.8317	28.4864	0.0229	0.0115	0.2532
Si	9.6598	6.5898	33.5199	0.0077	0.0157	-0.0565
Si	7.4544	3.1612	32.3587	0.1147	-0.1389	0.0785
Si	11.5726	6.7549	31.2224	0.1394	-0.0409	0.1312
Si	3.5196	14.6075	34.1467	0.2054	0.0129	-0.2531
Si	12.2302	20.2841	33.3214	0.0325	0.0524	-0.0581
Si	7.0772	22.1425	33.1522	0.0553	0.0784	0.0642
Si	12.231	18.2574	37.0256	0.0619	0.1782	-0.1431
Si	3.8148	20.6194	30.6237	-0.2032	0.1088	0.363
Si	6.6658	28.2919	30.4732	0.0917	0.226	0.3127
Si	11.5123	29.0129	30.0342	0.0333	-0.0312	0.3511
Si	11.4292	31.5749	31.4705	-0.1371	-0.004	0.0583
Si	12.9388	31.2538	28.8917	-0.1697	-0.0917	0.3499
Si	13.986	2.2699	31.6805	-0.195	-0.1093	0.1961
Si	12.8704	9.0414	33.1537	0.0061	-0.0484	-0.1002
Si	11.1588	11.2435	34.7423	0.0502	0.056	-0.2619
Si	13.4588	13.6633	27.912	0.1202	-0.0184	-0.0226
Si	15.2434	17.1496	28.9032	-0.1736	0.0112	0.2742
Si	12.0658	25.6396	36.4425	0.0556	0.013	-0.2434
Si	13.9571	18.0748	34.2738	0.1355	-0.0783	-0.2534
Si	11.7552	24.8558	33.6758	-0.0978	0.0968	-0.0863
Si	0.2409	26.0388	34.2028	0.0641	0.0084	-0.1651
Si	12.6694	31.5654	34.1962	0.0133	-0.0984	0.0525
Si	15.5812	2.5984	38.6177	-0.1262	-0.0668	0.0577
Si	1.345	27.3124	31.5132	0.0671	0.0205	0.0908
Si	1.3929	6.9952	36.0713	-0.028	0.1378	-0.3074
Si	2.2979	4.5935	31.7488	-0.0238	0.0474	0.3134
Si	0.1503	11.8971	31.3865	-0.0475	-0.1197	0.126
Si	0.311	16.761	36.9802	-0.0539	-0.1004	-0.2738
Si	16.086	19.4245	35.8876	-0.0166	-0.0452	-0.3383
Si	14.6909	23.5154	33.8469	-0.0114	0.0946	-0.0678
Si	1.7291	19.9985	33.9586	0.0012	0.059	-0.0403
Si	1.8859	25.8559	28.9855	-0.1198	-0.097	0.4048
Si	8.7336	0.3442	31.5566	-0.0294	-0.0309	0.1113
Si	7.5234	4.9746	34.7744	-0.034	-0.0808	-0.1639
Si	8.2597	31.6498	37.0529	-0.0094	-0.0565	-0.3307
Si	2.9639	9.7879	35.6325	-0.0567	-0.0085	-0.0424
Si	9.0275	4.2228	29.9732	0.2232	-0.0169	0.1466
Si	1.9859	9.5246	31.1963	-0.0585	0.0609	0.1807
Si	6.7628	7.1944	33.128	0.0138	0.1261	0.0556
Si	4.9403	12.2677	31.2499	0.0712	-0.0519	0.1206
Si	9.8132	20.3435	36.4018	0.0386	-0.0212	-0.1919
Si	6.3382	24.0734	30.7892	0.0969	0.1868	0.4307
Si	6.1978	31.2832	31.1927	-0.0759	-0.0287	0.0844
Si	7.684	25.6296	37.1031	0.1066	-0.0186	-0.191
Si	1.9828	29.9213	34.5499	0.0312	0.0316	-0.2147
Si	11.7173	5.9274	35.566	0.1579	-0.1726	-0.2999
Si	15.4674	7.9609	34.4696	0.0644	0.0365	-0.0468
Si	10.2783	15.0625	33.7447	0.0735	0.0689	-0.102
Si	12.1781	14.0167	35.3859	0.0456	0.0378	-0.4071
Si	15.472	15.5876	33.1725	0.0218	0.0388	0.0059
Si	15.2889	14.345	35.794	0.0189	-0.0446	-0.3563
Si	11.111	26.1315	30.8697	-0.1209	0.2481	0.2512
Si	13.9599	21.4637	35.8042	-0.0677	0.1612	-0.3384
Si	10.5939	30.2937	35.99	0.0416	0.092	-0.3383
Si	15.1913	26.2779	36.8253	-0.0014	0.0407	-0.3578
Si	4.4996	2.5615	37.3978	-0.1355	-0.0342	-0.3834
Si	5.4115	32.6895	37.0945	-0.0381	-0.1978	-0.2135
Si	11.2966	13.5384	31.1472	0.1642	-0.0946	0.1315
Si	3.1179	5.0232	37.8351	0.0612	-0.0491	-0.2765
Si	3.3847	14.0565	37.2325	0.0777	-0.2185	-0.1743
Si	7.2072	11.0481	35.8762	-0.1625	0.1281	-0.1915
Si	5.9267	18.3561	35.5506	0.1537	-0.0024	-0.3532
Si	4.1868	17.1425	37.8642	-0.0156	0.0589	0.0867
Si	3.8933	25.669	32.1826	-0.009	0.0928	0.1635
Si	7.151	20.1567	37.8734	0.0929	0.0282	-0.0697
Si	0.3716	0.1432	37.3637	0.1702	-0.2199	-0.4361
Si	7.5195	3.6068	37.4459	0.0138	-0.0876	-0.1708
Si	9.744	1.5956	37.5577	0.1643	-0.0214	-0.292
Si	8.4973	11.1592	38.4468	0.0053	0.1767	-0.074
Si	10.1298	6.8122	37.903	0.2001	-0.3127	-0.217
Si	6.3936	14.3438	32.826	0.0152	-0.0354	0.0407
Si	4.6502	11.265	37.5869	-0.0079	-0.1222	-0.0322
Si	1.024	21.0444	31.364	0.0275	-0.0189	0.1568
Si	7.8861	17.0209	33.567	0.0487	-0.1206	0.0528
Si	11.6415	22.5183	37.2368	-0.1186	0.1038	-0.1138
Si	9.905	27.6316	37.4612	0.0085	0.0915	-0.4023
Si	8.5737	12.8921	34.4315	-0.0261	0.1182	0.0329
Si	2.7605	31.2781	37.2294	0.1022	0.1133	-0.2133
Si	12.7274	10.6428	37.2497	-0.1904	-0.0725	-0.2648
Si	12.7077	7.898	37.3822	0.282	-0.1441	-0.1965
Si	11.7325	15.2288	37.9618	-0.0253	-0.1741	-0.1972
Si	15.3313	12.1793	37.8036	0.0486	0.1262	-0.0762
Si	15.8114	24.1054	38.5396	-0.3733	-0.0998	-0.2332
Si	3.0864	26.8695	34.7704	-0.0034	0.0393	-0.1714
Si	12.4956	31.8909	37.9921	-0.0792	-0.0746	-0.3958
Si	4.7246	26.1411	37.3755	0.0788	0.0458	-0.0623
O	0.0849	32.2921	38.8281	-0.0587	-0.2337	0.5397
O	2.4347	30.6519	38.6876	-0.1483	-0.2395	0.3011
O	3.8379	2.1505	38.8578	-0.1422	0.1871	0.2657
O	9.8074	2.0733	39.1461	0.0427	0.309	0.3065
O	15.3345	6.4937	39.5231	-0.1326	0.1082	0.2351
O	16.2509	4.0834	38.8526	-0.1119	0.1807	0.0446
O	3.7896	7.5203	39.69	-0.0748	-0.2227	0.0621
O	1.6089	9.3608	39.56	0.1238	0.0601	0.2806
O	3.338	10.4363	37.0774	-0.1209	-0.2178	0.3189
O	16.3378	11.0005	38.3378	-0.1234	0.2016	0.1221
O	3.9639	12.4535	0.1037	0.019	-0.0536	-0.1568
O	2.2939	13.6691	38.421	0.0451	-0.402	0.8233
O	14.9124	12.9313	39.1924	0.1372	0.2182	-0.0985
O	14.9408	17.5809	39.4704	0.144	0.0878	-0.0206
O	3.0774	18.2491	38.4363	-0.0583	0.2556	-0.1044
O	1.5082	20.4153	39.2388	-0.0326	-0.0444	0.2604
O	16.3471	22.5633	38.5772	-0.2898	0.3316	0
O	0.4165	26.7795	32.7513	0.0475	-0.2241	-0.0509
O	4.3488	22.944	39.4062	-0.1586	0.0525	0.1425
O	0.3649	25.1542	39.4255	0.136	0.2452	-0.131
O	15.6327	27.1984	38.1491	0.2531	0.0799	0.5678
O	3.7022	25.1056	38.1605	-0.5571	-0.2928	0.3974
O	4.1033	28.9267	39.6967	-0.1784	0.1612	0.109
O	5.3837	27.1236	38.5053	0.0823	-0.0496	0.3189
O	5.708	0.222	38.6482	0.1286	0.3102	0.4195
O	6.7629	31.442	0.2638	-0.2638	0.053	-0.2882
O	6.8196	32.1568	36.4442	0.0358	0.1824	-0.104
O	7.9884	4.0283	38.9622	0.0091	-0.1776	0.121
O	4.5884	5.559	38.3863	0.232	0.0482	0.1832
O	2.3624	4.3054	39.1185	0.0597	-0.2739	0.0704
O	8.6774	7.5149	38.2654	-0.0215	0.2768	0.1681
O	8.3813	7.6025	33.2082	-0.0319	0.0816	0.0129
O	5.1412	10.637	38.9975	-0.0076	0.0527	0.0685
O	7.4987	12.6333	35.6191	0.1298	-0.199	-0.0887
O	7.7834	12.6201	38.7488	0.0007	-0.3191	-0.0059
O	5.7994	13.6617	31.4455	0.1257	-0.1217	-0.2065
O	5.3076	17.0506	39.0312	-0.0667	0.2955	-0.2128
O	6.7188	14.874	39.5595	0.0444	0.1163	0.2872
O	9.4276	17.6344	39.5751	-0.0475	0.0048	0.5379
O	7.2475	19.073	39.0772	0.0429	-0.1275	0.194
O	10.5789	21.7795	36.2275	0.1411	0.0927	0.1504
O	6.2489	21.3877	38.48	-0.0913	0.0263	0.2354
O	9.4163	23.3024	39.6544	-0.0371	-0.2724	0.4891
O	7.7688	24.9389	38.582	0.045	-0.2407	0.6467
O	6.1012	25.5744	36.6469	-0.1205	-0.1905	0.1284
O	10.2654	28.0493	39.0141	-0.026	0.1519	0.3728
O	8.6049	2.5385	36.8532	0.1363	0.0441	-0.2747
O	12.323	31.502	0.8581	0.0274	-0.3268	-0.2545
O	12.2464	4.2217	39.6795	-0.1494	-0.1921	0.4013
O	13.9468	2.7964	38.5913	0.0061	0.0434	-0.0546
O	11.4	10.9772	36.3426	0.0247	-0.0594	0.3015
O	10.5043	6.1343	39.3198	-0.0249	-0.0701	0.1519
O	13.2962	7.7623	38.8591	0.0323	0.2745	-0.043
O	13.3304	9.2274	36.7078	0.01	-0.0241	-0.0937
O	10.0148	11.4702	38.9352	-0.055	-0.164	-0.0428
O	12.3686	10.4908	38.833	0.2975	0.0192	0.4283
O	15.4996	15.8079	36.4701	-0.1754	0.2049	0.2098
O	13.0816	14.7976	38.7783	-0.0468	-0.2722	-0.0386
O	14.2867	16.5862	33.7015	-0.2182	0.1945	0.0133
O	10.5208	15.2905	39.0286	-0.1642	0.2262	-0.099
O	12.9977	18.9387	38.308	0.0726	0.1017	0.2836
O	11.327	21.9969	38.74	0.1835	-0.2767	0.1202
O	11.7381	24.0867	36.8243	-0.112	-0.1167	0.1941
O	14.2562	24.1829	39.0928	0.2262	-0.2915	0.0398
O	15.783	26.8253	35.3825	-0.0218	0.2056	0.2677
O	10.2934	28.7475	36.347	-0.1031	-0.1053	0.1101
O	12.2465	25.9792	39.6081	-0.2448	0.1285	0.2282
O	2.5295	28.3753	34.3082	0.0884	-0.0766	0.1348
O	13.5245	30.8559	38.7257	-0.022	0.0843	0.3514
O	1.7759	2.8165	27.0756	0.0568	-0.0462	-0.4083
O	1.0209	5.3961	26.9027	0.228	0.2376	-0.1312
O	5.3788	0.071	25.7437	0.0601	0.2258	-0.2176
O	3.9321	1.3672	27.3354	-0.0377	0.2344	-0.2185
O	16.2327	11.026	26.4556	0.195	-0.133	-0.1796
O	1.5583	9.5403	27.4846	-0.0779	-0.2248	0.0914
O	4.5735	6.0519	27.3236	0.0556	0.014	-0.4127
O	3.0987	7.9428	26.2506	-0.2312	0.1987	-0.0347
O	1.9344	15.3156	27.6986	0.1437	-0.2216	-0.177
O	3.3124	13.379	26.571	-0.0372	0.1894	-0.4533
O	5.3846	11.3746	26.4211	-0.0145	-0.4086	-0.4771
O	6.1803	9.1475	29.8734	0.0316	0.0777	-0.0908
O	0.2881	21.6758	26.7507	-0.2939	0.302	-0.4356
O	2.0961	19.7002	27.4188	-0.0519	-0.097	-0.2637
O	4.807	22.771	27.1855	-0.1498	-0.3145	-0.12
O	4.2498	18.0692	27.3008	0.1455	0.1332	0.2497
O	1.0153	25.8497	27.6037	0.0055	-0.0085	-0.4056
O	9.6238	26.6483	31.2739	0.1009	0.2218	-0.2457
O	4.0869	19.8023	29.2425	0.2885	-0.3164	-0.2787
O	2.8272	24.4144	26.5016	-0.1958	0.0558	-0.5562
O	0.3095	31.624	27.1011	0.1991	0.2147	-0.1706
O	16.1708	31.3316	31.5039	-0.2796	-0.2054	-0.1686
O	6.4283	29.687	31.2466	-0.1716	-0.2686	-0.0173
O	4.4202	28.5916	27.3542	0.2219	0.1222	-0.1113
O	8.0331	2.7725	26.1398	-0.132	0.3336	0.1732
O	6.2127	4.0899	27.428	0.2459	0.2588	-0.2936
O	9.7646	1.4051	27.4521	-0.106	-0.0048	-0.4335
O	14.0607	3.0782	33.0898	0.2345	-0.1602	-0.0804
O	8.6077	8.3898	29.441	0.1616	0.1061	-0.1575
O	7.2341	9.6652	27.4773	0.007	-0.014	-0.2306
O	11.1791	5.2858	26.3762	-0.0775	0.0042	-0.299
O	9.6874	7.1897	27.3897	-0.1939	-0.1766	-0.3136
O	5.8634	16.0972	26.4858	-0.0401	0.2562	-0.52
O	7.8299	14.0632	26.49	0.3653	0.0106	-0.4045
O	9.4332	12.3834	27.615	-0.0738	0.1571	-0.2767
O	12.1961	10.0968	27.1525	0.0669	-0.2181	-0.2167
O	2.338	20.1255	31.0846	-0.1591	-0.1521	-0.1407
O	7.0311	21.3662	27.5073	-0.1802	-0.1639	-0.0109
O	8.5907	19.0301	26.6036	0.0123	0.0121	-0.1519
O	10.6776	16.7623	26.5327	0.1619	-0.0332	-0.0878
O	7.8161	28.3998	29.3372	0.054	-0.0161	-0.3036
O	10.3189	29.028	28.9468	0.0395	0.0962	-0.1969
O	7.1289	24.0573	26.8985	0.2392	0.2451	0.1695
O	12.2908	14.7906	30.7539	0.2098	-0.0107	-0.304
O	2.5572	30.2324	26.4806	0.1478	-0.044	-0.3497
O	6.5583	31.0688	27.162	0.2079	-0.2284	-0.3282
O	8.7199	29.184	26.96	-0.0796	0.2477	-0.0678
O	5.7486	26.3054	27.477	0.0003	0.1539	0.0664
O	13.1983	3.2641	26.2282	0.2683	-0.3961	-0.0462
O	14.6953	1.9431	27.8124	0.0487	-0.4144	-0.3801
O	13.133	3.8632	28.9525	0.1688	-0.1155	-0.1219
O	2.3817	1.5068	29.4268	0.1572	-0.1796	-0.5201
O	13.7054	8.247	26.2848	-0.0445	-0.1272	-0.3876
O	14.8981	6.1546	26.9774	-0.0076	-0.35	0.0216
O	15.774	4.2309	28.538	0.3091	-0.0906	0.069
O	12.582	14.9171	27.3314	-0.1702	0.1394	0.1282
O	14.5342	13.0748	26.8572	-0.1265	0.0823	-0.0297
O	12.4076	12.4832	28.2914	-0.2839	0.3375	0.0961
O	11.2087	21.4024	26.4255	-0.0698	0.3332	-0.3258
O	13.2935	19.1684	26.5057	0.3237	-0.0263	-0.466
O	14.9735	17.0621	27.2964	-0.327	0.0362	-0.0236
O	2.4462	17.5953	29.1071	0.1841	-0.0056	-0.0503
O	10.768	27.4	26.4388	-0.1987	-0.1349	-0.4199
O	12.2161	25.4768	27.3982	0.089	-0.2796	-0.1058
O	12.3734	23.0351	28.3529	0.0547	-0.3648	-0.1745
O	14.8891	23.4433	27.6366	-0.145	-0.0499	-0.0693
O	8.3107	3.069	29.0564	-0.4501	-0.0256	0.0439
O	15.994	32.0955	36.2246	-0.2611	0.179	0.3806
O	13.4876	30.063	26.0716	0.0256	0.3121	-0.2837
O	15.4909	29.2083	27.3776	-0.2579	-0.0559	-0.0471
O	0.4939	30.1854	29.2888	0.1638	-0.0917	-0.166
O	1.0725	28.9183	31.5327	0.0246	0.0456	0.0068
O	1.3686	5.7449	35.0185	0.0575	0.1798	-0.0886
O	5.9944	3.4939	31.6519	-0.3028	0.0629	0.0676
O	15.3635	4.4225	34.7722	0.1182	0.1071	-0.0909
O	1.033	4.6455	32.8058	-0.1181	-0.203	0.1497
O	2.6277	7.4305	28.8166	0.4721	0.1512	-0.0222
O	1.84	5.4733	30.4591	0.0005	0.0893	-0.3234
O	0.9762	10.6886	30.6188	0.0095	-0.1256	-0.093
O	0.2949	11.6849	33.0092	-0.0706	0.1292	-0.0148
O	5.2181	11.4784	29.8418	-0.1291	-0.2066	-0.341
O	3.5275	9.5639	30.6671	0.0453	-0.267	-0.2361
O	14.0104	16.6387	29.8569	0.0456	-0.0908	-0.352
O	12.4218	21.5057	32.2272	-0.1114	0.1589	0.1223
O	2.4308	15.2426	30.3948	-0.0549	0.0422	-0.0821
O	5.1889	18.9658	34.2202	0.2524	-0.0583	0.1923
O	14.267	20.3462	31.0166	0.0543	0.1429	-0.262
O	14.3157	21.0687	28.4803	-0.0943	0.0554	-0.0983
O	8.3074	25.7044	33.4007	-0.2636	0.168	0.2416
O	2.2509	24.3654	29.5882	-0.1275	0.1087	-0.2771
O	0.5854	1.0629	31.3773	0.1018	-0.082	-0.0247
O	3.3129	26.5539	28.6286	0.119	0.1	0.1445
O	3.0417	0.5262	31.9947	0.1942	0.1734	-0.0304
O	7.3868	0.6033	28.186	-0.2104	0.1309	-0.1786
O	12.1027	31.6548	27.5369	0.0225	0.1937	-0.3418
O	12.4582	2.6295	31.1806	0.1625	-0.073	-0.3082
O	5.3554	5.2699	29.7508	0.22	-0.1446	-0.4304
O	3.751	3.7213	28.5188	-0.026	0.1515	-0.0456
O	8.7478	5.7261	29.4108	-0.3064	-0.0685	-0.1172
O	12.5218	5.422	31.0208	0.1423	-0.0103	-0.2406
O	2.0842	9.7154	32.8029	-0.0318	-0.0703	0.0903
O	4.1671	9.5011	28.164	0.0813	0.1861	-0.3305
O	10.7159	10.6808	29.2003	-0.0233	-0.1221	-0.0172
O	8.1993	11.0313	29.596	-0.0667	-0.065	-0.372
O	0.1715	16.3316	29.3552	-0.0718	0.1045	-0.1218
O	0.1306	20.8849	30.0235	0.0385	0.2008	-0.2042
O	7.763	24.8693	30.8771	0.0552	-0.3532	-0.1418
O	6.2222	23.4093	29.3094	0.1317	-0.0371	-0.2002
O	13.9672	22.9235	30.301	0.0138	0.0718	-0.1124
O	5.8082	21.4803	33.9447	-0.0108	0.0876	-0.0748
O	11.9159	27.4925	30.4616	0.0553	-0.0483	0.0048
O	5.3281	27.7758	29.7164	-0.2933	-0.1633	-0.0629
O	12.2801	0.2712	34.7162	0.1255	0.1044	0.1319
O	14.1875	31.0865	34.6058	0.0041	-0.2892	-0.1019
O	14.9656	2.7883	30.4765	-0.0443	0.239	-0.1684
O	11.1249	1.7406	36.6711	-0.3527	0.1749	0.2285
O	12.5396	4.7117	34.7702	-0.0102	0.2979	-0.1194
O	13.8629	8.2612	34.2078	-0.0433	-0.1763	0.1245
O	0.0628	6.7622	29.0164	0.0251	-0.2498	-0.3815
O	10.6233	3.9455	29.861	-0.1324	-0.1336	-0.2917
O	10.6531	19.8875	33.1683	0.1461	-0.2936	-0.1032
O	13.2748	10.4167	29.6854	-0.1538	-0.037	-0.2838
O	14.8782	14.9984	31.7605	-0.0939	-0.216	-0.2803
O	15.4465	18.7191	34.5433	0.2333	0.1174	0.0511
O	10.3284	24.0674	33.9484	0.042	-0.2507	-0.1713
O	13.1213	23.9792	33.8114	0.0867	-0.2168	0.2704
O	4.189	26.1972	33.7152	0.012	-0.0675	0.0702
O	10.0929	23.6976	27.4812	-0.2539	0.0043	0.001
O	12.5945	31.5926	32.591	0.097	-0.0783	-0.184
O	11.8118	25.4866	32.185	-0.0335	-0.2539	-0.1771
O	12.1689	32.1037	30.089	0.0357	0.0695	-0.3357
O	14.5557	31.47	28.6793	0.0383	0.3113	-0.2739
O	15.595	1.6568	39.9855	0.0954	-0.0472	0.0891
O	2.4165	31.0546	30.9276	-0.2177	0.0173	-0.3529
O	7.2053	3.6015	33.9289	-0.2441	-0.0952	0.0117
O	3.847	5.0988	32.0695	0.0707	-0.2737	0.0924
O	6.3263	6.1918	31.9143	-0.0388	0.1878	-0.2387
O	5.2119	11.2042	32.5112	-0.0201	-0.0984	-0.18
O	1.3011	8.0622	30.9712	-0.218	-0.2052	0.0667
O	2.4114	8.2413	35.7435	-0.1549	-0.2288	0.1884
O	16.1577	9.3399	33.9958	-0.3102	0.1927	0.0891
O	12.313	12.2594	31.4388	-0.1709	-0.1289	-0.2324
O	3.393	12.7206	30.9826	0.0553	-0.217	0.0435
O	0.8212	13.3308	31.0198	0.0126	0.0009	-0.194
O	3.2171	16.2052	34.017	0.1447	-0.0651	-0.1238
O	1.0574	20.1885	35.4405	-0.1184	0.1359	-0.0142
O	3.0011	24.3032	32.1757	-0.174	0.1246	-0.1737
O	8.235	21.065	32.7273	-0.0796	0.0499	0.0013
O	4.7969	17.598	36.4294	-0.3899	-0.3572	0.0417
O	8.7027	20.5691	37.5718	0.083	-0.0001	0.3944
O	16.1509	32.7113	33.6964	-0.0268	0.1528	-0.067
O	4.8437	20.1929	31.829	0.2899	0.1824	-0.1532
O	7.1153	27.3097	31.6889	-0.2829	-0.1072	-0.1573
O	0.9416	26.6646	30.0655	-0.0628	0.2329	-0.0758
O	2.4451	3.0141	31.4856	0.2727	-0.0353	0.025
O	7.5447	32.0353	31.7136	-0.0449	-0.1306	0.1757
O	9.1516	0.803	30.0519	-0.0426	-0.1088	-0.069
O	8.4095	30.9686	28.949	0.0426	0.0318	0.0131
O	10.98	6.9419	34.4667	0.0616	0.0035	0.1173
O	12.2958	7.9604	32.052	0.0712	-0.0043	0.1767
O	8.5307	4.0756	31.5238	0.1377	0.348	-0.1503
O	8.0866	1.6397	32.3574	0.0151	0.173	-0.073
O	6.5299	6.2529	34.4668	0.0223	-0.0773	0.1748
O	11.6893	9.939	33.8937	-0.0143	0.0811	0.2639
O	10.9769	7.2334	29.7713	-0.0652	0.1638	-0.3201
O	7.6444	13.3294	33.1575	0.0079	-0.2022	-0.0336
O	1.7326	10.7505	35.1174	-0.1296	0.145	-0.0372
O	7.101	17.3181	34.997	-0.2879	0.1299	0.2029
O	9.4221	16.4274	33.6203	-0.0837	0.205	-0.0705
O	13.1485	21.9816	37.0766	0.2842	-0.3591	0.2965
O	10.8896	19.1493	36.7178	-0.0419	-0.0042	0.0974
O	6.976	15.8972	32.7367	0.1707	0.2105	0.0439
O	12.8587	20.8926	34.7208	0.0474	0.1063	0.2533
O	6.4247	22.8471	31.8473	-0.3334	-0.225	-0.3309
O	0.623	20.5711	32.8763	-0.1866	-0.1433	0.0125
O	3.7295	22.2689	30.4598	0.2461	0.083	-0.0488
O	4.8782	31.54	32.0978	-0.0083	0.1642	-0.0398
O	12.8247	29.6669	29.3206	-0.0765	-0.1542	-0.1442
O	8.5834	24.8837	35.9395	0.038	-0.1098	0.1987
O	11.0188	29.9897	31.2653	-0.0666	0.1302	-0.3138
O	9.115	0.1074	37.5881	0.2742	-0.1664	0.3108
O	11.4383	30.9632	37.1939	0.2178	0.1419	-0.0325
O	0.3495	30.194	34.4096	-0.1296	-0.2676	0.1832
O	11.5398	30.4653	34.6727	-0.1231	-0.3263	0.0099
O	14.4395	0.707	31.8862	-0.0294	-0.0936	0.2277
O	15.8123	6.6821	33.4935	-0.1631	-0.11	0.0376
O	10.0944	13.0601	30.1254	-0.2389	-0.1305	-0.0264
O	10.4411	14.148	32.4038	-0.3299	0.2309	0.0313
O	8.4219	10.6117	36.8863	0.1378	-0.0707	0.3283
O	13.7226	10.1372	32.3009	0.3024	0.1532	0.1272
O	14.3052	14.1186	29.2372	0.0528	-0.2731	-0.2153
O	9.4543	14.1793	34.8468	0.2227	-0.1017	0.0149
O	13.7052	14.1466	35.8047	-0.0635	0.1676	0.2904
O	0.6633	16.2749	38.5076	0.1414	-0.0017	0.3554
O	15.405	18.7259	29.1836	-0.0241	0.0784	-0.288
O	8.9503	19.9628	35.0688	0.1271	-0.2802	0.3187
O	11.7493	15.2873	34.416	0.0303	0.071	0.1353
O	0.5482	16.3251	33.149	-0.0031	0.1912	0.0643
O	13.0859	18.8869	33.1412	-0.205	0.0853	0.1604
O	7.7898	23.2075	34.1414	-0.159	-0.2435	0.2985
O	13.5645	26.1831	36.7836	0.126	-0.1452	-0.0031
O	14.9104	22.4988	32.5958	0.0918	-0.3153	-0.2262
O	11.037	25.0039	29.6982	-0.1497	-0.1526	-0.2768
O	10.151	32.4555	32.0451	0.1131	0.008	0.1429
O	16.3324	1.7367	37.4221	-0.3538	0.5096	0.197
O	4.3497	31.4742	36.9665	0.0873	0.0155	0.0656
O	4.6881	1.2229	36.4455	0.14	0.1549	-0.0526
O	2.7454	30.9949	33.5512	-0.1067	-0.1519	0.1835
O	16.2141	7.5868	35.9475	0.1069	0.2582	-0.0494
O	13.9656	11.6664	37.0708	-0.0361	-0.0311	0.0562
O	2.0862	6.2155	37.3564	-0.0629	-0.1849	0.1885
O	3.5548	3.7878	36.7909	0.0702	0.0085	0.0671
O	9.5983	11.5886	34.289	-0.0768	-0.1296	-0.0326
O	14.9897	11.9627	30.9695	-0.0436	0.2391	0.0645
O	3.7195	15.6013	37.607	-0.0201	0.0642	-0.0762
O	16.3235	18.3337	37.0661	-0.0516	0.1838	0.3388
O	15.7255	14.3445	34.2198	-0.0304	-0.0184	0.2422
O	3.054	14.0098	35.608	0.1265	-0.2773	0.1271
O	15.7985	24.7596	37.0348	0.1814	-0.2461	-0.0844
O	11.8461	25.9799	34.8486	0.2744	0.0687	0.1016
O	15.8163	24.6774	33.8487	-0.1772	-0.1509	-0.1935
O	6.4992	19.543	36.514	-0.0485	-0.0108	0.0861
O	2.2943	30.216	36.1072	0.081	-0.2698	0.1411
O	5.1907	25.1969	31.2609	0.2339	-0.0728	-0.3867
O	1.7688	25.8733	34.7894	0.1244	0.0255	0.0309
O	5.9291	31.7575	29.652	-0.1572	0.0572	-0.1957
O	6.026	3.04	37.6142	0.1039	0.1958	0.0469
O	7.4672	4.823	36.3824	-0.1702	0.1096	0.13
O	9.1239	31.0033	35.8142	-0.0016	-0.1276	0.2464
O	13.5358	2.4633	35.61	0.0242	-0.2263	0.1119
O	5.8419	8.5299	32.9851	-0.1494	-0.0649	-0.0035
O	4.2441	9.8448	34.6149	0.0422	0.119	-0.0786
O	9.0456	5.2932	34.2731	0.0351	-0.0798	-0.0912
O	10.2812	6.2409	32.0703	-0.2844	-0.2312	0.0164
O	4.5254	12.8923	37.4567	0.1238	0.035	-0.2204
O	2.559	14.0265	32.9533	-0.0409	-0.2666	0.0263
O	5.8302	10.803	36.6158	-0.0359	-0.1276	-0.1172
O	6.9436	10.3394	34.4172	-0.0308	-0.1899	0.1534
O	1.2846	22.6428	31.4033	-0.0798	0.1999	0.1408
O	1.9818	18.4175	33.7191	-0.0079	-0.0648	0.1174
O	5.1251	14.328	33.8908	-0.0764	0.2187	0.3881
O	13.1421	18.1367	35.6767	0.0945	-0.2658	0.2388
O	3.1914	20.7454	33.8739	-0.0407	-0.0149	0.0354
O	8.3586	27.1324	37.2519	0.0994	-0.0111	0.2316
O	1.9767	32.7217	37.0733	-0.162	0.0809	0.3487
O	13.2934	0.1782	37.0691	0.3236	-0.097	0.397
O	7.8447	9.9303	39.3294	-0.0351	-0.2437	-0.0092
O	11.0874	8.0899	37.5321	-0.0944	0.1243	-0.0779
O	12.958	6.6186	36.3969	0.1011	0.3022	0.2628
O	10.498	5.6934	36.7024	-0.0805	0.0496	0.1399
O	11.3801	14.1194	36.8139	-0.1311	-0.0859	0.3205
O	11.8548	16.7219	37.3552	0.2318	-0.2596	-0.1554
O	16.0124	13.1695	36.6716	0.017	-0.162	0.3209
O	11.9918	12.6433	34.5047	-0.0869	0.0973	0.025
O	8.2243	18.4997	32.9233	-0.2494	0.0373	-0.2063
O	1.4114	16.6707	35.7627	0.132	0.0459	0.3269
O	3.8244	26.9028	36.224	0.1364	0.0605	0.3219
O	10.9226	26.4083	37.2525	0.1283	-0.0503	0.1466
O	14.9001	22.6312	35.1832	-0.0915	0.11	0.1309
O	11.549	0.0251	38.9301	-0.2094	-0.2022	0.019
O	8.1571	30.5583	38.2903	-0.0471	-0.4151	0.4613
O	2.9467	26.9062	31.6262	0.1283	0.1068	-0.0692
O	14.9786	20.4145	36.4808	-0.1364	-0.1305	0.3922
Si	0.085	32.7551	5.4745	-0.1736	0.005	-0.0104
Si	2.8218	2.7413	5.4846	-0.0517	0.0534	-0.0388
Si	0.0822	5.467	5.553	0.058	0.0233	0.0256
Si	2.7687	8.2212	5.4769	0.0398	0.0837	-0.0166
Si	16.3636	10.9512	5.483	-0.0377	-0.1127	-0.0587
Si	2.67	13.7339	5.5021	0.074	0.0126	-0.032
Si	16.3734	16.4166	5.3845	-0.0808	0.0079	-0.0439
Si	2.6829	19.1432	5.3972	-0.0114	-0.0056	-0.0479
Si	0.0012	21.8588	5.3592	0.0339	-0.0036	-0.0364
Si	2.7343	24.5533	5.3771	0.0001	-0.0095	-0.0338
Si	0.0222	27.2906	5.4181	0.036	-0.0249	-0.0076
Si	2.7668	30.0469	5.3918	0.0743	-0.0077	-0.0108
Si	5.4911	0.0274	5.4416	0.1314	-0.0153	-0.0465
Si	8.2161	2.8012	5.477	0.0513	0.0365	-0.029
Si	5.5042	5.5162	5.4935	-0.0678	0.0061	-0.0299
Si	8.2589	8.2257	5.4787	-0.0277	0.0347	-0.0285
Si	5.492	10.934	5.4494	0.0012	0.0614	-0.044
Si	8.2219	13.5898	5.4722	-0.0588	-0.0292	0.0242
Si	5.4016	16.4208	5.5025	0.0126	-0.0651	0.0234
Si	8.1932	19.1107	5.4238	-0.021	-0.0073	-0.0401
Si	5.4556	21.8329	5.4175	0.0235	0.0438	-0.0412
Si	8.1612	24.5839	5.43	-0.0149	-0.0028	-0.0294
Si	5.4326	27.3134	5.3787	-0.0676	-0.0163	-0.0259
Si	8.1832	30.0735	5.4229	0.0061	0.0342	-0.0327
Si	10.9441	32.7895	5.5151	0.0456	-0.0135	-0.0738
Si	13.7463	2.7201	5.5667	0.0046	-0.0049	0.0647
Si	10.9126	5.5242	5.518	-0.0005	-0.061	0.0645
Si	13.6974	8.2533	5.5117	0.0616	-0.0382	0.0077
Si	11.0011	10.9353	5.4568	-0.0304	0.0361	-0.0625
Si	13.6704	13.6605	5.4131	-0.0959	-0.0432	-0.0718
Si	10.9607	16.384	5.4523	0.0464	0.0702	-0.0064
Si	13.6623	19.1365	5.4025	0.0137	0.0095	-0.0774
Si	10.9433	21.8323	5.3934	-0.0037	0.0297	-0.0677
Si	13.6961	24.5504	5.368	-0.0335	0.0031	-0.0373
Si	10.9068	27.3329	5.4672	-0.0208	0.0129	-0.0046
Si	13.6855	30.0897	5.4723	0.0087	0.0903	-0.0433
Si	1.4382	1.3476	6.8297	0.0804	-0.0757	-0.0216
Si	4.1527	4.1234	6.8597	-0.0022	-0.0101	-0.015
Si	1.4365	6.8551	6.8808	-0.0111	-0.0858	-0.0071
Si	4.1284	9.5888	6.8374	0.0104	-0.0608	-0.0076
Si	1.3324	12.3252	6.8374	0.0245	0.0191	-0.0008
Si	4.0576	15.0628	6.8687	-0.0624	0.0494	0.0142
Si	1.333	17.776	6.7773	0.029	-0.0138	-0.017
Si	4.0699	20.4877	6.7772	-0.0135	0.0384	0.0111
Si	1.3576	23.2146	6.7579	-0.0188	0.0214	-0.0118
Si	4.0837	25.9369	6.7593	0.0508	0.0051	-0.0086
Si	1.3924	28.6774	6.7707	-0.018	0.0148	0.0131
Si	4.1184	31.4277	6.7814	-0.0254	0.0252	-0.0025
Si	6.8534	1.3914	6.8199	-0.0528	-0.0126	0.0083
Si	9.5765	4.1292	6.8773	0.0083	-0.0127	-0.0233
Si	6.8751	6.8708	6.8538	0.0172	-0.0312	-0.025
Si	9.6247	9.5846	6.842	-0.0014	-0.0288	-0.0366
Si	6.8435	12.2759	6.8527	0.0577	-0.0314	-0.0057
Si	9.5788	15.0141	6.8068	-0.0193	0.0175	-0.03
Si	6.8246	17.7723	6.8175	-0.0215	0.011	-0.0142
Si	9.5687	20.4878	6.7789	0.013	-0.0154	-0.0032
Si	6.8075	23.212	6.7927	0.0103	0.0173	0.017
Si	9.5387	25.9451	6.8025	0.0607	-0.0135	0.0093
Si	6.8032	28.6847	6.765	0.016	0.0645	-0.0119
Si	9.5536	31.4113	6.8293	0.0163	-0.0132	0.0216
Si	12.3322	1.3467	6.8709	0.0321	-0.0463	0.0113
Si	15.0975	4.1091	6.9047	-0.0832	0.0111	-0.0171
Si	12.3162	6.874	6.8593	-0.0864	0.0808	-0.0247
Si	15.0423	9.5995	6.8863	-0.0377	0.0556	0.0317
Si	12.3265	12.3212	6.8287	0.005	0.0082	-0.0101
Si	15.0274	15.0467	6.7801	0.0441	0.0051	-0.0368
Si	12.3183	17.7726	6.7975	-0.0048	-0.0467	0.0172
Si	15.0374	20.5085	6.7549	-0.0115	-0.0196	0.0062
Si	12.308	23.2151	6.7563	0.0129	-0.0225	0.0029
Si	15.0367	25.9309	6.7693	0.0064	0.0028	-0.0117
Si	12.3026	28.6985	6.8088	-0.0095	-0.0078	0.0179
Si	15.0703	31.4308	6.8379	-0.0053	0.0053	0.0237
Si	0.0581	2.7048	8.2182	-0.0258	0.0249	-0.0201
Si	2.7712	32.771	8.1941	-0.0468	0.0047	0.0152
Si	0.0289	8.2172	8.2164	0.013	0.0247	-0.0184
Si	2.7807	5.4719	8.2363	0.0174	0.0347	-0.0076
Si	16.382	13.7016	8.1904	-0.0076	-0.0309	-0.0029
Si	2.7372	10.9607	8.1832	0.027	0.0284	-0.0155
Si	16.3878	19.1501	8.1494	-0.0074	-0.0116	-0.0031
Si	2.6964	16.4439	8.1946	0.039	-0.0331	0.0209
Si	0.0042	24.5816	8.1436	-0.0045	0.0078	0.0117
Si	2.7192	21.8647	8.1479	0.0114	-0.0149	0.0061
Si	0.0271	30.0319	8.1687	-0.0388	0.0058	0.0118
Si	2.7412	27.3103	8.1491	0.003	0.0214	-0.0016
Si	5.4931	2.7316	8.2157	-0.0132	-0.0159	-0.0036
Si	8.2013	32.802	8.1856	0.0482	0.0247	-0.0062
Si	5.4915	8.2243	8.2126	-0.0056	0.0078	0.0059
Si	8.2092	5.4872	8.2343	-0.0067	-0.0202	0.0124
Si	5.4644	13.6777	8.1846	0.0124	0.0136	-0.0054
Si	8.2316	10.9324	8.2093	-0.0367	0.0083	0.0125
Si	5.4536	19.1491	8.1644	0.0251	-0.0075	0.0076
Si	8.2055	16.3975	8.1639	-0.0207	-0.014	-0.0041
Si	5.4477	24.5888	8.1515	-0.0126	-0.0243	0.0071
Si	8.2029	21.8622	8.1495	0.0198	0.0286	-0.0042
Si	5.4665	30.0546	8.1592	0.0241	0.0064	-0.0093
Si	8.1724	27.3253	8.1525	-0.0035	-0.0171	-0.0013
Si	10.951	2.7313	8.2096	0.031	0.0359	0.0047
Si	13.6976	32.7804	8.2191	-0.0242	0.0038	0.0066
Si	10.9577	8.2233	8.2343	0.0196	-0.0177	0.019
Si	13.6866	5.4847	8.215	0.0322	-0.0324	-0.0024
Si	10.9517	13.6801	8.1921	0.0023	-0.0055	0.0026
Si	13.6737	10.9687	8.2269	0.0024	-0.0428	0.0086
Si	10.9389	19.1352	8.1568	-0.0315	-0.0202	-0.0023
Si	13.6793	16.4132	8.1681	-0.0168	0.016	-0.002
Si	10.9373	24.5809	8.1404	-0.0117	0.0234	-0.0001
Si	13.6725	21.8642	8.1393	-0.0077	0.0185	0.0016
Si	10.9307	30.0491	8.1879	0.0143	0.0403	0.0021
Si	13.6745	27.3074	8.1478	-0.0438	-0.0095	0.0058
Si	1.4021	4.0916	9.5808	0.0122	-0.0181	0.0038
Si	4.1201	1.3467	9.5646	0.0135	-0.0092	-0.0006
Si	1.3885	9.5931	9.5686	-0.0089	-0.0257	-0.004
Si	4.1349	6.8508	9.5869	0.0104	-0.0383	-0.0011
Si	1.3517	15.0629	9.5561	-0.0027	0.0231	-0.0041
Si	4.1024	12.321	9.5562	-0.001	-0.0072	-0.0047
Si	1.3566	20.5081	9.5251	0.0143	0	-0.0082
Si	4.0922	17.7939	9.5443	-0.0148	0.0052	0.0038
Si	1.3649	25.9526	9.5201	-0.0068	0.0062	-0.0045
Si	4.0856	23.2286	9.5249	-0.0038	0.0251	0.0004
Si	1.3814	31.4057	9.5475	0.0067	0.0055	0.0017
Si	4.0992	28.6827	9.5279	-0.005	0.0006	-0.0039
Si	6.8475	4.1009	9.5849	0.004	0.0009	0.0011
Si	9.5743	1.3544	9.5602	-0.002	-0.02	0.0027
Si	6.8578	9.5814	9.5799	0.0183	-0.026	-0.0017
Si	9.5856	6.8482	9.5879	0	-0.0033	-0.0058
Si	6.8366	15.048	9.5422	0.0062	0.0002	-0.0002
Si	9.5859	12.3186	9.5647	-0.0122	0.0035	-0.0143
Si	6.8324	20.5108	9.5274	-0.0173	0.0068	0.0045
Si	9.5705	17.7753	9.5282	0.0187	0.0022	0.0028
Si	6.8148	25.9558	9.5251	0.0087	0.0085	0.0051
Si	9.5695	23.2286	9.5209	0.0126	-0.0172	0.0088
Si	6.83	31.4205	9.5398	-0.0151	0.0081	-0.0056
Si	9.5496	28.6787	9.5344	0.0216	0	0.0079
Si	12.3186	4.1016	9.5706	-0.0229	-0.0013	0.0037
Si	15.064	1.3491	9.5736	-0.0157	-0.0109	0.0145
Si	12.3187	9.5934	9.5891	-0.0273	0.0207	-0.0004
Si	15.0581	6.847	9.5753	-0.0306	0.0055	-0.0057
Si	12.3138	15.0589	9.5487	-0.0106	-0.0041	-0.0089
Si	15.0406	12.3365	9.5757	-0.0214	0.0176	-0.0015
Si	12.304	20.5096	9.5202	0.0098	-0.0037	-0.0019
Si	15.036	17.7883	9.5345	0.0168	-0.0204	-0.0058
Si	12.2973	25.9507	9.518	0.0095	-0.0024	0.0098
Si	15.0336	23.2294	9.5187	-0.003	0.0013	0.0028
Si	12.3039	31.412	9.5582	0.015	-0.0085	0.0166
Si	15.0415	28.6716	9.5273	0.0277	-0.0033	0.0029
Si	0.0134	32.7678	10.928	-0.0104	0.0067	-0.0044
Si	2.751	2.7072	10.9386	-0.0043	0.0079	-0.0056
Si	0.0145	5.4606	10.9306	-0.0191	-0.0052	-0.0031
Si	2.7484	8.2165	10.9331	0.0059	0.0136	-0.0025
Si	0.0137	10.9612	10.9253	0.0159	0.0105	-0.0024
Si	2.7361	13.6976	10.912	0.0123	-0.0071	0.0034
Si	16.3996	16.4347	10.9173	0.0023	-0.0148	-0.0018
Si	2.7309	19.1615	10.9068	0.0225	-0.003	0.0014
Si	16.4003	21.8763	10.898	-0.0149	-0.006	-0.0004
Si	2.7279	24.5967	10.9001	0.0036	-0.009	0.0013
Si	0.0005	27.3105	10.9032	-0.0169	0.0057	0.0082
Si	2.7364	30.0359	10.9174	-0.0127	0.0093	0.002
Si	5.4708	32.774	10.9287	0.0018	0.0133	0.0028
Si	8.2084	2.7158	10.9353	0.0097	0.0139	0.0009
Si	5.4812	5.4649	10.9484	-0.0022	0.0063	0.0005
Si	8.2143	8.2097	10.9475	-0.0105	-0.0139	-0.0007
Si	5.4755	10.9566	10.9228	0.0032	0.0094	-0.001
Si	8.2091	13.6922	10.9146	-0.0025	0.0023	0.0065
Si	5.4717	16.4258	10.9025	-0.0015	-0.0139	0.0052
Si	8.2067	19.149	10.897	-0.0123	-0.0189	0.0003
Si	5.4669	21.8788	10.8963	0.0145	-0.0025	-0.0001
Si	8.1979	24.5974	10.8892	0.0032	0.0077	-0.0033
Si	5.4581	27.3206	10.9063	0.0028	0.0079	-0.0021
Si	8.1905	30.0487	10.9099	0.0114	0.021	-0.0055
Si	10.9338	32.7815	10.9236	0.0112	0.0244	0.005
Si	13.6807	2.7194	10.9287	0.0157	0.0312	0.0028
Si	10.9474	5.4631	10.939	0.0147	-0.0025	0.0025
Si	13.687	8.2137	10.937	0.0193	0.0074	0.0051
Si	10.9462	10.9587	10.9409	0.0079	-0.0183	-0.0008
Si	13.6741	13.7028	10.9309	0.0104	-0.0156	-0.0032
Si	10.9424	16.4273	10.9079	-0.0105	-0.0014	0.0038
Si	13.6706	19.1563	10.8999	-0.0259	-0.0075	-0.0017
Si	10.9405	21.8734	10.8968	-0.0093	-0.0003	0.005
Si	13.6676	24.5937	10.8941	-0.0055	0.0053	0.0043
Si	10.9265	27.313	10.8948	-0.0171	-0.003	0.0015
Si	13.6724	30.0343	10.9083	-0.0299	0.0075	0.0016
Si	1.3712	1.3379	12.295	-0.0013	0.0028	0.0057
Si	4.1078	4.0861	12.2977	0.0026	-0.0034	0.0054
Si	1.3757	6.84	12.2888	0.0026	-0.007	-0.0067
Si	4.1119	9.5888	12.2914	0.0032	-0.0161	-0.0047
Si	1.3805	12.3297	12.2848	-0.0028	-0.0018	-0.0049
Si	4.109	15.0629	12.2749	0.0087	0.0072	-0.0014
Si	1.3721	17.7961	12.2771	0.0013	-0.0109	-0.002
Si	4.1035	20.5216	12.2725	-0.0106	0.0004	0.0004
Si	1.3618	23.239	12.274	0.0067	0.0093	-0.002
Si	4.0895	25.96	12.279	-0.0005	0.0069	-0.0002
Si	1.3596	28.6746	12.2852	-0.0003	0.0006	0.0005
Si	4.0955	31.4055	12.2918	-0.0008	0	-0.0009
Si	6.8344	1.3407	12.2932	-0.0012	-0.0118	-0.0005
Si	9.5751	4.087	12.296	-0.0048	-0.0051	-0.0004
Si	6.8478	6.8346	12.3036	0.0096	-0.0113	0.0079
Si	9.5813	9.5852	12.2977	-0.0094	0.0128	0.002
Si	6.8415	12.3294	12.2825	-0.003	-0.0038	-0.002
Si	9.5762	15.0644	12.2772	-0.0012	-0.0092	-0.0061
Si	6.8417	17.7901	12.2725	0.003	0.0078	-0.0056
Si	9.574	20.5149	12.2722	0.0111	0.0038	-0.0033
Si	6.8332	23.2421	12.2692	-0.0037	0.0012	-0.0016
Si	9.5588	25.9574	12.272	0.0109	-0.003	0.0032
Si	6.8213	28.6848	12.2824	0.0063	0.001	0.0003
Si	9.5569	31.4125	12.2839	0.0063	-0.0013	0.004
Si	12.3007	1.3477	12.2887	-0.0068	-0.0127	0.0043
Si	15.042	4.0923	12.2936	-0.0109	-0.0055	0.0044
Si	12.3165	6.8381	12.2936	-0.0092	-0.007	-0.0017
Si	15.0534	9.5886	12.2901	-0.0107	-0.0096	-0.0025
Si	12.3146	12.3308	12.2931	-0.0127	0.0071	0.0018
Si	15.0435	15.0699	12.2879	-0.0117	0.0137	0.0027
Si	12.3073	17.7976	12.2748	0.0043	-0.0028	-0.0043
Si	15.0365	20.5194	12.2734	0.0138	-0.0013	-0.0044
Si	12.3035	23.237	12.2746	0.0037	-0.0011	-0.0029
Si	15.0298	25.954	12.2758	0.0017	-0.0063	-0.0017
Si	12.2916	28.6759	12.2725	0.0168	0.0028	0.003
Si	15.0309	31.4036	12.2848	0.0038	-0.0019	0.0042
Si	16.397	2.7087	13.6532	0.0025	0.0111	-0.0054
Si	2.7252	32.7679	13.6634	0.0021	0.0076	-0.0038
Si	0.0109	8.2141	13.6525	-0.01	0.003	0.0009
Si	2.7312	5.4575	13.6481	-0.0014	0.0049	-0.0072
Si	0.0159	13.7012	13.6435	0.0039	-0.009	-0.0033
Si	2.7446	10.9606	13.6513	0.0042	0.0077	0.005
Si	0.009	19.1631	13.6412	-0.0018	-0.0096	-0.0028
Si	2.7455	16.4322	13.6398	0.0018	-0.0026	0.0015
Si	16.398	24.5965	13.6529	-0.01	-0.0016	0.0067
Si	2.7379	21.8843	13.6428	0.0099	-0.0062	0.0039
Si	16.3895	30.036	13.6583	-0.0049	0.017	0.002
Si	2.7206	27.3123	13.6638	0.0075	0.0035	0.0065
Si	5.4642	2.7068	13.6583	0.0018	0.0147	-0.0051
Si	8.1885	32.7712	13.6627	-0.0021	0.0221	-0.0003
Si	5.4739	8.2111	13.6479	-0.0029	-0.0011	-0.006
Si	8.2074	5.4542	13.66	0.0108	0.0001	0.0009
Si	5.4768	13.7003	13.6474	-0.0001	-0.0049	0.006
Si	8.2096	10.9612	13.6435	-0.0002	-0.0147	-0.0068
Si	5.4765	19.1599	13.6388	0.005	-0.016	0.0021
Si	8.2135	16.4328	13.6471	0.0047	-0.0096	0.0018
Si	5.4647	24.6021	13.646	0.0062	-0.0035	0.0009
Si	8.2072	21.8845	13.6409	-0.01	-0.0042	-0.0016
Si	5.4524	30.0377	13.6669	-0.0019	0.0143	0.002
Si	8.1895	27.3186	13.6493	-0.0038	0.0119	0.0007
Si	10.9296	2.7107	13.6626	0.002	0.0263	0.001
Si	13.6563	32.7707	13.6518	0.0033	0.0149	-0.003
Si	10.9482	8.2094	13.6522	0.0125	-0.0038	-0.0058
Si	13.6748	5.4644	13.6594	0.0028	0.0004	0.0032
Si	10.9472	13.7047	13.6441	-0.0027	-0.0079	-0.0038
Si	13.685	10.9583	13.6483	0.0063	0.0031	-0.001
Si	10.9475	19.162	13.651	-0.0038	-0.0124	0.0061
Si	13.6807	16.4423	13.6445	-0.011	-0.0128	-0.0011
Si	10.9319	24.6002	13.6447	-0.0117	0.0024	0.0018
Si	13.6774	21.8834	13.652	-0.0159	-0.0091	0.0071
Si	10.9206	30.0386	13.6465	-0.004	0.0167	-0.002
Si	13.6574	27.3154	13.6476	-0.0114	0.0063	0.001
Si	1.3562	4.0893	15.0094	-0.0082	-0.0139	0.0056
Si	4.0875	1.3407	15.0218	0.0063	-0.0029	-0.0011
Si	1.3765	9.589	15.0126	0.0045	-0.0099	-0.0008
Si	4.1007	6.8343	14.9959	-0.0054	-0.0078	0.0021
Si	1.3856	15.0646	15.0079	-0.0011	-0.0017	0.0002
Si	4.1101	12.3323	15.0143	0.0035	-0.0094	-0.0005
Si	1.3762	20.5216	15.0122	-0.0018	-0.0011	-0.0056
Si	4.1107	17.7979	15.0076	0.0102	-0.0075	-0.0003
Si	1.3512	25.9529	15.041	-0.0039	-0.0087	0.0013
Si	4.0995	23.2438	15.0202	0.0059	0.0154	-0.0041
Si	1.3474	31.4044	15.0302	-0.0009	0.0044	-0.0019
Si	4.081	28.675	15.0428	-0.0088	0	-0.0053
Si	6.831	4.0799	15.0146	-0.0107	-0.0073	0.003
Si	9.5506	1.34	15.027	0.0014	-0.0185	0.0019
Si	6.8408	9.5896	14.9973	0.0067	0.0078	0.007
Si	9.5747	6.8376	15.0071	-0.0028	-0.0101	0.0013
Si	6.8469	15.0672	15.0151	0	0.0048	-0.0011
Si	9.5808	12.3322	14.9974	-0.0009	0.0137	0.0016
Si	6.8407	20.525	15.0113	0.0056	-0.0004	-0.0086
Si	9.5836	17.7962	15.0203	-0.0106	-0.0033	-0.006
Si	6.8223	25.9621	15.029	0.0074	0.0074	-0.0066
Si	9.5685	23.2453	15.0237	0.0126	-0.008	-0.0053
Si	6.8152	31.4072	15.0359	0.0046	-0.0035	0.0024
Si	9.5525	28.6798	15.0248	0.007	0.006	-0.004
Si	12.2944	4.0944	15.0168	0.0052	-0.0004	-0.0023
Si	15.0196	1.3398	15.0144	-0.0133	-0.0028	-0.0035
Si	12.3176	9.5848	15.0059	-0.0135	-0.0112	0.0036
Si	15.0407	6.8468	15.0159	0.0101	0.0074	-0.0003
Si	12.3187	15.073	15.0024	0.0041	0.0081	-0.0039
Si	15.0557	12.3303	15.003	0.0017	0.0023	0.0022
Si	12.3196	20.5209	15.0287	-0.0003	0.0083	-0.003
Si	15.0538	17.8006	15.0117	-0.0003	0.0089	-0.0001
Si	12.292	25.9595	15.0262	0.0073	-0.0096	-0.0028
Si	15.0422	23.2387	15.0371	0.0109	0.0105	0.0032
Si	12.2789	31.4058	15.0197	-0.0057	-0.0074	-0.0033
Si	15.0138	28.677	15.0299	-0.0028	-0.0091	-0.0009

Results
total energy: -236496.753 eV
total energy less fixed offsets of O -438.35, Si -107.03 eV per atom: 10.947 eV
